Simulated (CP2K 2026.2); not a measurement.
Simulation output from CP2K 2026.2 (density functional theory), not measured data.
Periodic cell of 534 atoms, Si358O176, from a study of silicon, its oxide and their interface. The atomic structure is a simulated model.
Doubt: the forces sum to 2.06 eV/angstrom along one axis rather than to zero, so they err by at least 0.0038 eV/angstrom per atom on average; the grid cutoff is modest.

Settings
functional: PBE
method: Gaussian and plane waves
basis set: DZVP-MOLOPT-SR-GTH
pseudopotentials: GTH-PBE
grid cutoff: 350 Ry, relative cutoff 50 Ry
k points: Gamma only
occupations: fixed
spin: none
net charge: 0

Cell vectors (angstrom)
a	16.32	0	0
b	0	16.32	0
c	0.0194	0.7281	35.1385

Atoms and the computed forces on them: element, x, y, z (angstrom), force x, y, z (eV/angstrom)
Si	16.277	16.233	0.378	-0.034	-0.045	0.504
Si	3.483	3.164	35.121	-0.363	0.093	0.635
Si	0.152	5.901	34.917	-0.045	0.129	0.791
Si	2.944	8.744	35.085	-0.23	0.255	0.785
Si	15.879	11.879	35.095	0.028	0.077	0.785
Si	2.151	14.113	0.154	0.145	0.038	0.655
Si	5.61	0.241	0.402	0.104	0.002	0.465
Si	9.752	4.403	34.301	-0.017	0.392	0.614
Si	5.331	6.021	0.312	-0.035	-0.109	0.614
Si	7.959	9.615	35.054	0.123	-0.003	0.73
Si	5.58	11.732	35.051	-0.197	0.024	0.703
Si	7.641	14.227	0.085	0.179	-0.021	0.762
Si	10.554	1.329	35.129	0.133	-0.13	0.816
Si	14.092	2.784	34.878	-0.233	0.484	0.787
Si	11.528	6.108	34.315	-0.517	-0.12	0.451
Si	13.154	9.126	34.979	0.374	-0.258	0.09
Si	11.328	11.627	34.681	0.646	0.366	-0.238
Si	13.111	13.146	34.249	-0.601	-0.136	0.832
Si	1.515	1.482	1.298	-0.02	-0.003	0.018
Si	4.225	4.205	1.377	-0.029	0.015	0.034
Si	1.331	6.762	1.161	-0.024	0.011	-0.072
Si	3.983	9.742	1.21	0.01	0.003	-0.045
Si	1.019	12.456	1.373	-0.006	-0.042	-0.02
Si	3.95	15.16	1.435	0.042	-0.015	0.044
Si	7.034	1.792	1.602	0.036	0.024	-0.027
Si	8.733	3.67	1.326	0.058	0.034	-0.002
Si	6.852	7.302	1.452	0.053	0.055	0.069
Si	9.471	9.836	1.456	-0.308	-0.337	0.159
Si	6.622	12.53	1.378	0.007	-0.047	-0.093
Si	9.346	15.344	1.311	-0.008	-0.014	-0.063
Si	12.326	1.379	1.249	0.009	-0.037	-0.1
Si	14.907	3.977	1.074	-0.006	-0.068	-0.156
Si	12.102	6.705	1.148	0.072	0.007	-0.003
Si	14.743	9.57	1.22	-0.042	-0.009	0.023
Si	12.937	13.254	1.323	-0.026	0.004	-0.025
Si	14.717	14.901	1.66	0.09	0.01	0.002
Si	0.057	2.868	2.575	-0.003	0.007	0.013
Si	2.68	0.182	2.835	0.012	0.007	0.061
Si	16.213	8.183	2.491	0.03	-0.019	-0.008
Si	2.698	5.529	2.64	-0.022	0.022	0.028
Si	16.204	13.709	2.958	0.013	0.064	0.08
Si	2.536	11.052	2.566	0.035	0.009	-0.005
Si	5.447	2.92	2.88	0.048	-0.032	0.03
Si	8.107	0.193	2.898	-0.046	-0.049	0.041
Si	5.34	8.508	2.745	-0.021	0.025	0.026
Si	8.023	5.587	2.617	-0.005	-0.041	-0.016
Si	5.219	13.732	2.78	0.022	0.025	0.035
Si	8.032	11.177	2.741	0.008	-0.029	0.014
Si	10.761	2.804	2.527	-0.129	0.07	-0.032
Si	13.533	0.175	2.845	0.021	-0.021	0.067
Si	10.765	8.17	2.56	-0.034	0.118	-0.01
Si	13.538	5.407	2.488	0.044	0.004	0.021
Si	10.905	13.946	2.507	0.035	0.036	-0.029
Si	13.539	11.159	2.569	-0.029	0.021	-0.055
Si	1.306	4.241	4.024	0.039	-0.031	0.005
Si	4.041	1.537	4.154	-0.031	-0.001	0.01
Si	1.226	9.607	3.909	-0.036	-0.013	-0.021
Si	4.015	6.984	3.993	0.06	-0.017	-0.002
Si	1.296	15.138	4.156	0.01	-0.026	0.019
Si	3.883	12.342	4.072	-0.043	-0.01	-0.02
Si	6.739	4.345	4.157	0.046	0.007	0.076
Si	9.544	1.527	4.138	0.002	-0.007	-0.054
Si	6.701	9.798	4.118	0.01	0.003	0.013
Si	9.447	6.875	3.994	-0.056	0.009	0.043
Si	6.661	15.1	4.093	-0.02	0.024	0.017
Si	9.54	12.515	3.941	0.032	0.02	-0.03
Si	12.122	4.181	3.927	-0.019	0.002	-0.043
Si	14.982	1.571	4.024	0.011	0.021	-0.014
Si	12.134	9.69	3.863	0.012	0.01	-0.06
Si	14.856	6.854	3.884	-0.025	-0.022	0.014
Si	12.115	15.172	4.127	-0.005	-0.018	0.013
Si	14.856	12.287	4.174	-0.026	0.065	-0.013
Si	16.24	16.47	10.843	0.005	-0.002	0.008
Si	2.645	2.899	10.824	-0.008	0.002	-0.012
Si	16.252	5.624	10.84	-0.004	-0.02	0.001
Si	2.641	8.332	10.859	0.008	-0.013	0.001
Si	16.207	11.036	10.86	0.003	0.017	0.004
Si	2.625	13.747	10.846	0.012	0.019	-0.003
Si	5.354	16.501	10.849	-0.003	0.011	0.003
Si	8.094	2.892	10.864	0.014	0.005	0.005
Si	5.382	5.629	10.852	-0.012	-0.016	0.003
Si	8.094	8.348	10.832	-0.01	0.002	-0.009
Si	5.367	11.053	10.857	0.009	0.006	0.004
Si	8.087	13.747	10.853	-0.005	-0.012	0.002
Si	10.805	16.466	10.865	-0.009	-0.005	0.007
Si	13.529	2.899	10.836	0.003	0.003	0.002
Si	10.812	5.625	10.832	0.018	0	-0.008
Si	13.522	8.339	10.842	0.001	0.002	-0.006
Si	10.795	11.035	10.842	-0.007	0.006	-0.008
Si	13.499	13.744	10.858	-0.006	-0.012	-0.003
Si	1.301	1.511	12.175	0.009	-0.002	0
Si	4.007	4.26	12.185	0	-0.014	-0.001
Si	1.277	6.985	12.222	-0.006	0.003	0
Si	4.011	9.692	12.215	0.01	0.008	-0.011
Si	1.248	12.401	12.214	-0.013	-0.016	-0.001
Si	3.991	15.125	12.183	-0.004	0.008	-0.004
Si	6.717	1.525	12.217	-0.029	-0.031	0.009
Si	9.474	4.255	12.208	-0.005	0.003	0.002
Si	6.752	6.994	12.214	0.019	0.018	0.003
Si	9.423	9.711	12.22	-0.003	-0.017	-0.01
Si	6.722	12.407	12.226	0.001	0.011	0.004
Si	9.456	15.079	12.224	-0.003	0	0
Si	12.168	1.532	12.196	0.016	0.012	-0.005
Si	14.897	4.262	12.18	0.025	0.013	-0.006
Si	12.165	6.983	12.194	-0.014	-0.023	-0.009
Si	14.85	9.695	12.25	-0.015	-0.029	0.018
Si	12.138	12.383	12.23	-0.011	0.015	0.006
Si	14.861	15.122	12.205	0.008	0.001	-0.007
Si	16.252	2.875	13.5	0	0.005	0.001
Si	2.645	16.473	13.555	-0.006	-0.014	0.005
Si	16.231	8.337	13.601	0.01	0.016	-0.003
Si	2.671	5.631	13.551	0.007	0.001	-0.004
Si	16.211	13.776	13.583	0.007	-0.001	0.005
Si	2.614	11.033	13.558	0.022	-0.006	0.007
Si	5.338	2.892	13.563	0.013	0.015	0.009
Si	8.08	16.443	13.543	0.007	-0.001	0.003
Si	5.413	8.376	13.585	-0.018	0.005	-0.002
Si	8.124	5.623	13.562	-0.006	-0.016	-0.006
Si	5.35	13.784	13.548	-0.01	-0.003	-0.003
Si	8.065	11.057	13.619	-0.007	0.03	0.014
Si	10.849	2.905	13.577	-0.009	0	0.007
Si	13.491	16.474	13.566	-0.005	0.008	0.004
Si	10.797	8.344	13.543	0.02	0.011	0.006
Si	13.556	5.64	13.534	-0.013	-0.008	0.009
Si	10.774	13.7	13.632	0.01	-0.019	-0.008
Si	13.48	11.053	13.633	-0.013	-0.006	-0.01
Si	1.305	4.221	14.841	-0.004	-0.003	0.004
Si	4.003	1.492	14.931	0.008	0.026	-0.003
Si	1.274	9.693	14.967	-0.015	-0.049	0.014
Si	4.043	7.013	14.899	-0.005	-0.004	0.011
Si	1.263	15.146	14.929	0.009	0.002	0.003
Si	3.963	12.429	14.867	-0.03	-0.001	-0.024
Si	6.725	4.268	14.879	-0.012	-0.01	0.001
Si	9.455	1.493	14.855	0.029	-0.011	-0.019
Si	6.725	9.732	15.03	0.009	-0.018	0.036
Si	9.49	6.991	14.926	-0.005	-0.029	0.019
Si	6.734	15.087	14.936	-0.005	0.002	0.001
Si	9.402	12.362	15.058	0.016	0.039	0.021
Si	12.255	4.285	14.919	-0.025	-0.005	-0.034
Si	14.878	1.542	14.864	-0.012	-0.014	-0.006
Si	12.092	9.676	14.978	-0.031	0.008	-0.002
Si	14.862	6.982	14.962	0.02	-0.011	0.007
Si	12.137	15.091	14.942	0.035	0.029	0.004
Si	14.837	12.449	14.976	0.002	0.024	0.021
Si	16.195	16.525	16.247	0.018	0	-0.017
Si	2.586	2.842	16.244	-0.045	-0.03	0.004
Si	16.244	5.52	16.201	-0.012	0	-0.044
Si	2.662	8.305	16.298	0.013	0.041	-0.007
Si	16.24	11.111	16.302	0.001	-0.007	-0.017
Si	2.634	13.767	16.254	-0.018	0.011	0.003
Si	5.439	16.496	16.279	0.012	0.013	0.059
Si	8.11	2.876	16.159	-0.026	-0.005	-0.014
Si	5.4	5.652	16.246	0.025	-0.006	-0.037
Si	8.133	8.304	16.334	-0.012	0.016	-0.02
Si	5.261	11.139	16.306	-0.022	0.02	0.037
Si	7.994	13.72	16.409	0.007	-0.033	0.03
Si	10.724	16.419	16.261	-0.063	0.01	0.005
Si	13.588	2.889	16.281	0.037	0.036	0.035
Si	10.959	5.708	16.261	0.014	-0.004	-0.012
Si	13.509	8.39	16.332	0.001	-0.031	0.011
Si	10.701	10.923	16.442	-0.048	-0.091	0.017
Si	13.474	13.797	16.392	-0.004	-0.032	0.016
Si	1.161	1.559	17.662	-0.017	0.039	-0.041
Si	4.027	4.218	17.46	-0.005	-0.045	-0.055
Si	1.305	6.819	17.527	0.059	-0.035	0.026
Si	3.896	9.788	17.667	-0.027	0	-0.088
Si	1.243	12.498	17.674	0.002	0.019	-0.01
Si	4.058	15.092	17.56	-0.003	-0.006	-0.013
Si	6.841	1.559	17.633	0.02	-0.012	-0.028
Si	9.538	4.26	17.369	0.028	0.01	-0.033
Si	6.731	6.994	17.671	0.01	-0.015	-0.013
Si	9.414	9.492	17.96	-0.005	0.026	0.062
Si	6.592	12.381	17.83	0.073	-0.081	0.038
Si	9.328	15.152	17.734	-0.023	0.016	0.017
Si	12.139	1.483	17.484	-0.012	-0.03	-0.054
Si	15.04	4.164	17.695	0.007	-0.071	-0.013
Si	12.284	7.023	17.801	-0.085	0.007	0.075
Si	14.856	9.8	17.659	-0.024	-0.026	-0.021
Si	12.052	12.361	17.687	0.028	0.122	-0.103
Si	14.878	15.248	17.701	-0.014	0.001	-0.04
Si	16.243	2.818	19.308	-0.003	-0.01	0.027
Si	2.726	16.554	18.743	0.002	0.041	0.027
Si	16.28	8.288	18.721	0.063	0.01	-0.005
Si	2.65	5.391	18.901	-0.512	-0.343	-0.214
Si	0.041	13.981	19.048	0.046	0.002	0.04
Si	2.487	11.157	19.124	0.013	-0.103	0.085
Si	5.471	3.027	18.84	0.07	-0.005	0.046
Si	8.12	16.608	19.216	-0.002	0.043	0.042
Si	5.606	8.702	18.887	-0.03	0.034	0.13
Si	8.344	5.63	18.774	0.059	0.093	0.018
Si	5.28	13.935	19.205	0.083	-0.018	-0.005
Si	7.406	10.351	18.983	0.005	0.046	-0.203
Si	10.849	2.917	18.736	0.015	0.02	0.05
Si	13.405	16.591	18.995	-0.001	-0.008	0.025
Si	10.914	8.183	19.446	-0.253	-0.247	-0.388
Si	13.778	5.601	19.007	0.033	0.049	0.052
Si	10.545	13.607	18.991	-0.012	-0.043	0.206
Si	13.614	11.29	19.062	0.002	-0.06	0.061
Si	1.857	3.744	20.51	-0.332	0.155	-0.77
Si	4.081	1.611	20	0.024	0.026	-0.552
Si	1.204	9.479	20.255	-0.043	0.313	-0.596
Si	3.97	7.789	20.449	0.547	0.188	0.255
Si	1.48	15.418	20.304	0.077	-0.252	-0.665
Si	4.061	12.334	20.462	-0.282	0.354	-0.765
Si	7.148	4.146	20.037	-0.222	0.087	-0.725
Si	9.425	2.016	20.358	0.049	-0.462	-0.639
Si	6.834	11.091	21.084	0.373	-0.218	-0.441
Si	9.962	6.244	20.464	-0.06	0.394	-0.737
Si	6.263	15.757	20.496	0.163	-0.18	-0.765
Si	9.177	12.976	20.96	0.327	0.527	-0.498
Si	12.287	4.178	20.037	0.068	0.046	-0.572
Si	14.315	1.862	20.528	0.213	-0.107	-0.664
Si	12.875	10.232	20.988	0.428	-0.126	-0.465
Si	15.335	6.87	20.273	-0.142	-0.23	-0.763
Si	12.164	14.947	20.114	-0.274	-0.002	-0.643
Si	14.657	13.006	20.299	0.215	-0.158	-0.688
Si	15.882	13.354	23.016	-0.075	0.151	-0.207
Si	4.233	6.546	30.932	-0.017	-0.024	0.071
Si	1.115	5.867	22.443	0.173	0.028	-0.175
Si	4.028	6.999	22.59	-0.026	0.165	-0.545
Si	14.52	11.927	25.504	0.125	-0.223	-0.098
Si	2.615	13.81	22.716	0.038	0.119	-0.192
Si	6.383	14.804	25.886	0.125	0.016	-0.053
Si	5.752	5.06	24.064	0.113	0.044	-0.207
Si	6.42	8.691	23.014	-0.21	0.112	-0.274
Si	12.148	7.548	28.35	0.062	0.067	-0.13
Si	7.548	6.176	22.212	0.087	-0.067	-0.144
Si	10.21	14.672	22.209	-0.345	-0.369	-0.461
Si	10.27	2.742	23.253	-0.108	0.002	-0.175
Si	15.872	16.45	22.349	-0.172	-0.121	-0.121
Si	12.436	4.56	24.55	-0.194	-0.159	-0.144
Si	14.808	9.204	21.887	-0.253	0.561	-0.528
Si	11.056	11.985	22.827	-0.045	0.006	-0.238
Si	13.431	9.401	24.611	-0.074	-0.062	-0.248
Si	15.999	13.617	29.5	0.052	-0.004	-0.01
Si	4.791	6.482	26.656	0.001	0.008	-0.122
Si	2.414	4.995	27.916	0.019	-0.026	0.048
Si	5.752	4.209	30.97	-0.032	0.031	-0.041
Si	1.373	1.033	24.76	-0.137	-0.038	-0.182
Si	13.093	16.621	28.359	-0.095	-0.052	0.024
Si	7.65	15.944	23.245	-0.103	0.077	-0.215
Si	8.598	8.261	25.251	-0.138	0.093	-0.27
Si	5.163	9.461	26.918	0.072	0.016	-0.203
Si	5.367	1.209	30.461	0.001	0.07	-0.034
Si	11.118	14.532	28.97	-0.047	0.084	0.147
Si	9.627	1.627	25.894	-0.055	0.087	-0.165
Si	14.75	7.728	26.83	0.056	-0.133	-0.011
Si	11.289	7.439	25.267	0.046	0.192	0.018
Si	0.687	3.507	26.094	0.046	-0.044	-0.002
Si	13.595	13.818	27.657	0.043	0.019	0.128
Si	3.442	15.289	25.355	0.013	-0.216	-0.153
Si	15.238	5.371	24.687	0.063	0.249	-0.161
Si	3.123	2.1	28.846	-0.093	-0.001	0.08
Si	7.798	8.413	28.066	0.091	0.086	0.032
Si	6.449	6.248	29.058	0	-0.096	0.202
Si	0.781	1.078	27.455	-0.017	0.089	-0.015
Si	0.737	10.952	30.23	-0.031	-0.116	0.043
Si	2.455	14.082	28.12	0.038	-0.041	0.13
Si	8.745	15.774	27.681	-0.084	-0.024	-0.053
Si	9.438	11.234	25.372	-0.024	0.189	-0.188
Si	6.402	6.432	32.708	-0.002	0.075	0.099
Si	6.667	11.792	25.953	0.112	-0.074	-0.22
Si	8.677	11.227	28.035	0.133	-0.103	-0.149
Si	12.025	2.913	27.21	-0.129	0.136	-0.035
Si	1.429	1.301	31.417	0.153	-0.006	0.158
Si	11.088	9.269	30.745	-0.043	-0.029	0.064
Si	11.75	4.736	29.803	0.12	-0.017	0.15
Si	7.571	2.62	24.164	-0.013	0.046	-0.067
Si	0.024	10.121	27.479	-0.057	-0.022	0.007
Si	1.726	3.878	33.007	-0.018	0.071	0.135
Si	3.313	15.313	30.952	-0.131	-0.133	0.042
Si	2.762	11.082	28.116	-0.101	-0.003	-0.02
Si	1.45	5.989	30.652	-0.038	-0.022	0.17
Si	3.567	13.043	33.034	0.13	-0.102	0.274
Si	15.514	16.488	29.947	-0.049	0.008	0.074
Si	9.658	3.44	31.402	0.028	-0.083	0.286
Si	10.659	0.765	32.128	-0.043	0.2	0.079
Si	8.943	11.318	30.888	0.019	-0.219	0.254
Si	8.516	8.686	32.109	-0.026	0.125	0.194
Si	8.346	1.023	30.278	0.248	0.131	0.163
Si	9.259	13.228	33.128	-0.035	-0.07	0.287
Si	13.457	4.38	32.544	-0.123	-0.06	0.093
Si	12.896	8.231	32.819	0.203	0.144	0.726
Si	15.358	6.523	32.228	-0.081	0.058	0.116
Si	11.718	14.553	31.946	0.176	-0.16	0.131
Si	1.615	10.577	32.994	0.067	-0.052	0.222
O	1.02	15.914	34.747	0.131	0.121	-0.42
O	15.253	1.626	34.698	-0.151	0.123	-0.356
O	3.209	3.85	33.654	0.48	0.135	-0.5
O	4.594	1.995	34.745	0.135	0.047	-0.412
O	15.973	6.881	33.689	0.167	0.651	-0.002
O	0.844	4.588	34.183	0.15	-0.223	-0.022
O	2.361	9.297	33.652	0.095	-0.331	-0.553
O	4.281	4.911	30.87	-0.579	-0.5	-0.218
O	0.544	11.153	34.041	-0.072	-0.073	-0.12
O	0.816	10.167	31.643	-0.428	-0.342	-0.26
O	3.746	13.94	31.7	0.401	-0.302	-0.271
O	2.801	14.034	34.042	0.141	0.157	-0.207
O	6.824	16.869	30.422	-0.186	-0.567	-0.241
O	6.598	16.165	34.759	-0.142	0.15	-0.307
O	10.188	2.853	34.628	0.245	-0.096	-0.286
O	9.221	4.264	32.74	-0.473	0.072	-0.173
O	4.139	7.658	34.807	0.008	-0.051	-0.468
O	6.43	6.3	34.3	0.404	-0.16	-0.028
O	11.572	7.314	33.195	-0.43	0.135	-0.123
O	8.007	10.055	31.358	-0.535	0.259	-0.1
O	6.76	10.663	34.589	-0.179	-0.043	-0.127
O	4.94	12.495	33.732	0.271	0.445	-0.354
O	8.139	14.042	33.948	-0.119	-0.104	-0.43
O	10.815	2.339	31.782	0.444	0.349	0.167
O	10.508	16.861	33.715	-0.256	-0.589	0.001
O	11.933	16.153	31.771	0.472	0.102	-0.015
O	13.611	2.949	33.297	-0.003	-0.284	-0.508
O	8.665	9.012	33.707	0.553	-0.021	0.023
O	12.832	5.248	33.784	0.289	-0.055	0.362
O	14.042	7.414	32.01	0.031	-0.022	-0.637
O	12.356	9.307	31.747	0.143	0.689	-0.302
O	9.983	11.935	33.805	-0.46	-0.458	-0.012
O	10.656	10.965	1.049	-0.063	0.66	0.533
O	14.672	12.624	34.247	-0.001	-0.071	-0.227
O	12.948	13.897	32.785	0.262	0.103	-0.549
O	2.981	2.559	20.802	0.079	-0.069	0.737
O	1.595	4.37	22.011	0.274	-0.325	0.636
O	4.97	15.582	25.806	-0.15	0.456	0.429
O	5.087	0.567	20.808	0.117	0.124	0.491
O	2.559	8.637	20.673	0.113	0.096	0.004
O	0.046	9.642	21.467	-0.032	0.112	0.282
O	3.709	6.448	19.567	0.38	-0.116	0.128
O	4.701	5.538	22.909	-0.292	-0.361	-0.089
O	2.383	14.987	21.611	0.503	0.195	0.099
O	0.333	16.402	20.929	-0.01	0.537	-0.456
O	5.242	11.269	20.795	-0.027	-0.405	0.133
O	3.528	12.725	21.956	-0.058	-0.419	0.521
O	8.823	9.628	28.373	0.551	-0.274	0.225
O	6.773	5.059	21.335	-0.458	-0.114	0.32
O	9.241	15.659	23.045	0.299	0.384	0.203
O	8.143	2.995	20.626	0.023	-0.272	0.474
O	6.765	10.173	22.439	0.041	0.058	0.391
O	6.935	7.646	21.871	-0.044	0.205	-0.487
O	11.162	5.152	20.789	0.016	0.017	0.602
O	10.574	11.542	24.295	0.139	0.035	0.411
O	11.259	15.581	21.342	-0.189	0.571	0.328
O	6.827	15.358	21.978	-0.138	-0.614	0.186
O	7.586	12.568	21.177	-0.473	0.534	0.126
O	9.919	11.695	21.693	-0.001	-0.706	0.019
O	13.219	3.064	20.86	-0.099	-0.007	0.378
O	13.878	4.949	23.909	-0.036	-0.181	-0.681
O	14.624	1.11	21.976	-0.155	0.238	0.385
O	15.503	14.946	22.865	-0.504	-0.053	0.02
O	11.742	9.106	20.547	-0.01	-0.171	0.45
O	12.332	11.176	22.237	0.343	-0.011	0.225
O	0.358	6.339	21.07	0.218	-0.178	-0.021
O	14.504	7.669	21.419	-0.566	-0.242	0.521
O	13.399	14.003	20.665	-0.006	0.108	0.17
O	10.259	2.035	21.787	0.498	-0.086	0.208
O	13.355	10.995	24.866	-0.389	0.099	-0.149
O	15.238	12.542	21.761	-0.055	-0.623	0.399
O	13.824	15.422	27.547	0.362	0.248	-0.321
O	1.166	13.193	23.036	0.058	-0.311	0.108
O	6.585	4.747	29.664	0.284	-0.287	-0.225
O	0.872	13.856	28.419	-0.205	-0.04	-0.371
O	2.407	6.775	22.889	-0.332	0.063	0.409
O	0.047	5.89	23.652	-0.117	0.296	0.145
O	4.692	8.054	26.261	-0.308	-0.088	-0.338
O	7.315	8.506	24.333	0.021	-0.219	0.354
O	14.589	9.18	23.495	0.286	-0.228	0.395
O	15.395	12.623	24.349	0.176	0.092	0.075
O	3.336	14.242	24.099	0.204	-0.066	0.085
O	5.973	13.235	25.852	-0.598	-0.123	-0.222
O	2.813	16.644	24.733	0.423	0.439	-0.152
O	7.23	15.153	24.567	0.288	-0.437	0.249
O	7.35	1.211	23.376	-0.428	0.137	-0.332
O	7.159	5.845	23.758	0.312	0.113	0.445
O	7.958	11.785	24.943	-0.159	0.323	-0.464
O	6.107	6.118	27.502	0.585	-0.424	-0.367
O	7.229	11.615	27.45	-0.286	0.177	0.476
O	8.722	11.972	29.437	-0.204	0.769	-0.079
O	9.125	6.27	21.876	0.047	-0.082	0.499
O	4.875	8.224	23.352	-0.325	0.33	0.672
O	7.3	15.198	27.179	-0.068	-0.193	0.294
O	8.797	3.435	23.451	-0.2	0.775	-0.127
O	4.956	5.524	25.377	-0.489	0.029	0.316
O	10.383	1.641	24.45	0.429	-0.688	-0.107
O	11.487	3.795	23.472	0.222	0.268	-0.528
O	12.021	8.621	24.379	-0.298	0.12	-0.374
O	11.865	5.989	24.968	-0.068	-0.101	-0.021
O	9.77	7.32	24.7	0.139	-0.562	-0.621
O	15.413	11.058	26.541	-0.099	0.227	-0.034
O	15.038	6.434	25.902	0.23	-0.202	0.282
O	12.904	1.57	27.4	0.531	0.079	-0.234
O	11.797	6.23	29.221	-0.048	0.009	0.307
O	0.537	16.722	26.008	-0.557	-0.688	-0.012
O	13.795	13.144	26.236	-0.376	0.143	-0.129
O	14.651	13.187	28.714	-0.291	-0.615	0.255
O	0.257	2.614	27.383	-0.233	0.155	0.689
O	5.201	7.047	29.742	-0.071	0.654	-0.193
O	3.165	3.621	28.319	0.359	0.129	-0.256
O	1.454	5.483	29.124	-0.359	-0.13	-0.205
O	3.485	6.123	27.529	-0.07	0.23	0.065
O	7.752	7.224	29.173	0.408	0.095	0.221
O	0.178	12.455	30.51	0.042	0.131	0.234
O	5.648	10.532	25.764	-0.37	-0.01	-0.571
O	2.645	14.805	26.682	-0.248	0.285	0.157
O	2.297	2.021	30.245	0.14	0.238	-0.057
O	2.024	16.103	31.594	-0.242	-0.202	0.42
O	9.512	16.413	26.398	0.39	-0.272	-0.331
O	2.375	1.153	27.771	0.518	-0.177	-0.43
O	8.158	7.692	26.676	0.179	-0.561	0.214
O	6.198	3.492	24.151	-0.157	-0.504	0.158
O	9.341	9.653	25.493	0.489	-0.229	0.057
O	9.896	8.314	31.334	-0.066	-0.721	0.155
O	3.165	12.636	27.924	0.407	0.236	0.019
O	11.211	13.607	22.979	0.481	0.189	0.444
O	5.545	2.641	31.21	-0.025	-0.07	0.197
O	9.604	14.581	28.388	-0.109	-0.314	-0.077
O	12.59	3.697	25.915	0.449	-0.352	0.101
O	8.125	2.247	25.66	-0.415	-0.09	0.504
O	15.691	3.98	25.342	-0.429	-0.391	-0.035
O	1.574	2.609	25.071	0.381	0.37	-0.352
O	11.636	8.786	29.286	0.146	0.177	-0.361
O	11.405	7.662	26.892	-0.242	0.279	0.028
O	13.915	8.783	25.987	-0.112	0.244	0.411
O	1.522	4.782	26.59	0.164	0.555	-0.176
O	16.106	8.527	27.224	0.299	-0.169	0.166
O	12.056	13.571	28.08	-0.151	-0.462	-0.091
O	14.006	0.652	29.654	-0.204	0.302	0.48
O	16.185	1.133	31.037	-0.559	0.45	0.124
O	1.401	2.309	32.693	-0.425	-0.42	0.102
O	0.52	0.829	23.42	0.187	0.211	0.194
O	0.031	16.58	28.576	-0.074	-0.413	-0.347
O	3.072	14.927	29.38	0.191	0.153	-0.163
O	6.34	9.09	27.951	-0.271	0.038	0.285
O	0.09	6.771	31.029	0.092	0.299	-0.638
O	1.595	4.737	31.663	0.059	-0.181	-0.281
O	2.703	7.009	30.844	0.026	0.644	-0.105
O	2.683	11.743	32.673	-0.091	-0.181	-0.342
O	16.092	10.326	29.082	-0.604	-0.353	0.136
O	15.634	14.931	30.374	0.133	-0.198	0.712
O	2.251	10.938	29.646	0.407	-0.099	0.403
O	8.461	2.597	30.693	-0.612	0.238	-0.358
O	8.67	0.687	28.735	0.331	0.234	-0.333
O	4.486	16.401	31.183	0.267	-0.112	0.407
O	9.355	16.56	31.288	-0.051	-0.715	-0.19
O	9.754	11.71	26.903	0.577	0.184	0.158
O	6.538	4.902	32.199	0.539	-0.288	0.332
O	7.526	7.406	32.079	-0.075	-0.313	-0.506
O	4.943	7.018	32.297	-0.26	0.632	0.415
O	4.639	1.561	29.049	0.191	-0.211	-0.449
O	4.018	10.151	27.801	0.014	0.032	0.253
O	8.602	12.589	31.82	-0.443	0.04	-0.487
O	10.48	10.776	30.817	0.329	0.201	0.164
O	12.15	3.748	28.588	0.436	-0.209	-0.056
O	10.468	2.527	26.943	-0.277	0.073	0.616
O	11.658	16.068	28.867	-0.266	0.416	0.331
O	10.239	4.456	30.305	-0.651	0.314	-0.299
O	11.841	10.094	34.585	-0.245	-0.4	-0.002
O	12.666	4.474	31.136	0.181	-0.124	-0.2
O	14.937	4.958	32.23	0.461	-0.454	-0.133
O	11.346	13.975	30.482	-0.327	-0.423	-0.126
O	10.424	14.294	32.867	-0.125	0.284	0.057
O	13.767	7.441	28.098	0.413	0.022	0.54
O	1.546	10.578	27.161	0.108	0.195	-0.775
Si	16.233	0.182	5.453	0.018	0.013	0.025
Si	2.64	2.904	5.44	-0.001	-0.008	0.018
Si	16.23	5.598	5.347	-0.006	0.018	-0.004
Si	2.61	8.314	5.336	0.012	0.014	-0.01
Si	16.257	10.93	5.418	0.056	-0.014	-0.01
Si	2.622	13.738	5.476	0.013	0.025	0.013
Si	5.379	0.162	5.488	-0.01	-0.016	0.026
Si	8.136	2.925	5.43	0.006	0.026	-0.041
Si	5.345	5.678	5.45	-0.052	0.003	0.011
Si	8.08	8.311	5.345	0.024	-0.01	-0.037
Si	5.309	11.083	5.466	0.01	0.009	0.028
Si	8.126	13.784	5.385	-0.033	-0.003	-0.044
Si	10.82	0.177	5.534	0.034	-0.01	0.008
Si	13.529	2.89	5.347	0.009	-0.014	-0.022
Si	10.834	5.569	5.359	-0.017	-0.036	0.022
Si	13.523	8.312	5.24	0.03	-0.019	-0.033
Si	10.803	11.043	5.301	-0.013	-0.025	-0.006
Si	13.484	13.738	5.426	-0.034	-0.018	-0.029
Si	1.284	1.536	6.799	-0.016	0.006	-0.012
Si	4	4.277	6.782	-0.005	0.006	0
Si	1.265	6.963	6.724	-0.007	0.003	0.005
Si	3.957	9.666	6.759	0.005	-0.008	-0.003
Si	1.255	12.35	6.784	0.004	0.025	0.001
Si	4.005	15.107	6.814	0.005	-0.001	0.005
Si	6.761	1.552	6.788	0.012	-0.021	-0.008
Si	9.485	4.261	6.789	0.035	-0.003	0.001
Si	6.731	7.011	6.781	-0.008	-0.014	-0.002
Si	9.447	9.686	6.691	-0.009	0.005	-0.007
Si	6.738	12.432	6.763	-0.012	-0.002	-0.013
Si	9.423	15.129	6.816	-0.009	0.014	-0.011
Si	12.22	1.546	6.797	0.01	-0.011	0
Si	14.869	4.257	6.728	-0.015	0.019	-0.015
Si	12.184	6.979	6.676	-0.017	0.015	0.004
Si	14.859	9.603	6.73	0.001	-0.003	-0.002
Si	12.129	12.368	6.75	0.019	0.012	0.005
Si	14.86	15.111	6.772	-0.003	0.008	-0.008
Si	16.226	2.906	8.12	-0.001	-0.026	-0.008
Si	2.637	16.481	8.148	-0.004	-0.005	-0.001
Si	16.234	8.301	8.117	0.002	-0.006	0.006
Si	2.629	5.628	8.12	0.013	-0.015	0.001
Si	16.217	13.736	8.124	-0.005	-0.008	0
Si	2.628	11.025	8.149	-0.003	0.001	-0.002
Si	5.379	2.913	8.128	-0.01	0.006	-0.009
Si	8.084	0.178	8.167	-0.007	0.012	0.016
Si	5.348	8.345	8.132	-0.007	-0.009	0.006
Si	8.101	5.629	8.121	-0.008	-0.001	0.002
Si	5.384	13.768	8.158	0.023	0.044	0.005
Si	8.087	11.031	8.091	-0.025	-0.015	-0.01
Si	10.831	2.892	8.147	0.006	0.015	0.009
Si	13.536	16.478	8.154	-0.002	-0.01	0.013
Si	10.817	8.331	8.061	0.007	0.004	-0.011
Si	13.524	5.631	8.088	0.032	0.01	-0.009
Si	10.791	13.739	8.13	-0.021	-0.016	0.006
Si	13.513	11.01	8.088	-0.005	0.005	0.002
Si	1.275	4.263	9.475	-0.006	0.028	-0.005
Si	4.012	1.54	9.475	0.014	-0.011	0
Si	1.257	9.675	9.5	-0.006	0.001	0.008
Si	3.998	6.974	9.492	-0.004	0.002	-0.004
Si	1.266	15.102	9.48	-0.004	-0.003	-0.003
Si	4.004	12.395	9.491	0.016	-0.023	-0.003
Si	6.745	4.267	9.494	0.002	-0.008	0.001
Si	9.461	1.528	9.51	-0.006	-0.028	-0.002
Si	6.719	9.702	9.478	-0.014	0.01	0.011
Si	9.462	6.994	9.464	-0.003	0	0.004
Si	6.726	15.134	9.519	-0.017	0.012	0.008
Si	9.432	12.384	9.48	0.001	0.014	-0.002
Si	12.18	4.272	9.476	-0.019	-0.005	0.002
Si	14.894	1.53	9.493	0.014	0.007	0
Si	12.155	9.676	9.466	-0.003	-0.015	0
Si	14.879	6.966	9.483	0.014	-0.003	0.02
Si	12.153	15.109	9.49	0.017	0.016	-0.003
Si	14.849	12.379	9.48	-0.005	0.002	-0.003

Results
total energy: -115448.714 eV
total energy less fixed offsets of O -438.35, Si -107.03 eV per atom: 17.626 eV
